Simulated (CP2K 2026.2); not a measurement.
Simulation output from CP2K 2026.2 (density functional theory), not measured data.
Periodic cell of 504 atoms, Si360O144, from a study of silicon, its oxide and their interface. The atomic structure is a simulated model.
Doubt: the forces sum to 1.70 eV/angstrom along one axis rather than to zero, so they err by at least 0.0034 eV/angstrom per atom on average; the grid cutoff is modest.

Settings: functional PBE; method Gaussian and plane waves; basis set DZVP-MOLOPT-SR-GTH; pseudopotentials GTH-PBE; grid cutoff 350 Ry, relative cutoff 50 Ry; k points Gamma only; occupations fixed; spin none; net charge 0.

Cell vectors (angstrom)
a	16.32	0	0
b	0	16.32	0
c	1.8556	4.0044	33.8845

Atoms and the computed forces on them: element, x, y, z (angstrom), force x, y, z (eV/angstrom)
Si	1.234	15.219	0.159	0.018	-0.193	0.773
Si	3.821	1.617	0.238	0.128	0.041	0.742
Si	1.666	3.839	0.032	-0.176	0.149	0.72
Si	3.911	7.146	0.277	0.166	-0.366	0.717
Si	1.546	9.288	0.201	-0.285	0.399	0.609
Si	4.294	11.966	0.209	-0.131	0.182	0.836
Si	7.026	14.644	0.048	-0.07	0.193	0.769
Si	11.091	5.487	33.865	0.44	-0.224	0.598
Si	7.167	3.935	0.187	-0.318	0.125	0.717
Si	9.701	6.457	0.103	-0.033	0.194	0.739
Si	6.399	9.643	0.194	0.289	-0.054	0.707
Si	9.258	12.427	0.013	0.069	-0.239	0.804
Si	14.102	18.647	33.819	-0.014	0.247	0.663
Si	17.171	5.067	33.858	-0.239	0.108	0.779
Si	13.961	8.421	33.554	0.236	-0.348	0.681
Si	16.672	11.289	33.796	0.196	-0.389	0.732
Si	12.4	9.279	0.159	-0.066	0.167	0.826
Si	14.644	12.598	0.015	0.099	-0.152	0.763
Si	2.693	16.383	1.546	0.024	-0.013	-0.035
Si	5.463	2.806	1.377	0.011	0.029	-0.033
Si	2.746	5.436	1.378	0.013	-0.022	-0.044
Si	5.415	8.179	1.69	0.002	0.008	0.013
Si	2.647	10.923	1.463	0.018	-0.019	-0.031
Si	5.462	13.571	1.424	0.019	-0.007	-0.037
Si	8.141	16.262	1.364	-0.024	-0.035	-0.028
Si	11.005	2.694	1.051	-0.006	0.016	-0.052
Si	8.257	5.403	1.599	0.014	0.025	-0.012
Si	10.852	8.071	1.386	0.003	0.005	-0.033
Si	8.132	10.805	1.295	-0.043	0.014	-0.05
Si	10.813	13.539	1.402	-0.048	-0.002	-0.053
Si	13.557	16.282	1.148	-0.004	-0.007	-0.075
Si	16.362	2.697	1.316	0.022	0.003	-0.079
Si	13.691	5.492	1.08	0.013	0.047	-0.055
Si	16.286	8.196	1.494	-0.01	-0.017	-0.019
Si	13.587	10.929	1.337	0.013	0.001	-0.064
Si	16.271	13.656	1.364	0.012	-0.017	-0.043
Si	1.324	1.418	2.836	-0.01	0.015	0.047
Si	4.132	4.146	2.777	-0.03	-0.019	0.004
Si	1.329	6.753	2.753	0.013	0.02	0.014
Si	3.985	9.561	2.904	-0.037	-0.003	0.004
Si	1.293	12.3	2.754	-0.002	0.012	-0.006
Si	4.098	14.959	2.76	0.023	-0.007	0.008
Si	6.779	1.34	2.701	0.011	-0.008	0.035
Si	9.681	3.948	2.699	0.016	-0.05	0.043
Si	6.859	6.793	2.872	-0.001	-0.016	0.003
Si	9.499	9.481	2.697	0.02	0.046	-0.015
Si	6.825	12.189	2.756	-0.02	-0.027	0.033
Si	9.528	14.966	2.744	-0.017	0	0.028
Si	12.28	1.369	2.542	-0.038	-0.007	-0.032
Si	14.957	4.109	2.565	-0.015	0.004	-0.008
Si	12.309	6.724	2.645	0.022	-0.027	0.03
Si	14.946	9.611	2.767	-0.022	0.006	0.02
Si	12.203	12.208	2.741	-0.007	-0.003	0.03
Si	14.884	15.006	2.68	0.011	0.015	0.055
Si	16.256	16.333	4.096	-0.028	0.016	-0.021
Si	2.745	2.768	4.121	0.005	0	-0.021
Si	16.278	5.401	4.061	0.027	-0.022	-0.013
Si	2.652	8.127	4.161	0.014	0.009	-0.008
Si	16.305	10.926	4.138	0.001	-0.02	0.007
Si	2.704	13.622	4.101	-0.006	-0.008	-0.004
Si	5.448	16.323	4.109	-0.002	0.031	-0.011
Si	8.213	2.663	4.045	0.009	0.021	-0.02
Si	5.468	5.449	4.179	-0.015	-0.01	0.009
Si	8.2	8.179	4.157	-0.005	0.011	0.01
Si	5.431	10.902	4.166	0.019	0.022	-0.047
Si	8.172	13.588	4.1	-0.003	-0.034	-0.039
Si	10.925	16.361	4.011	-0.007	0.004	-0.019
Si	13.608	2.732	3.957	0.01	0.001	-0.013
Si	10.969	5.378	4.057	0.006	0.005	-0.035
Si	13.589	8.157	4.046	-0.02	0.008	-0.048
Si	10.854	10.84	4.08	0	-0.002	-0.01
Si	13.57	13.612	4.062	0.03	-0.002	-0.026
Si	1.356	14.95	16.302	0.01	-0.009	0
Si	4.088	17.686	16.323	0	0.007	0.006
Si	1.351	4.055	16.321	-0.007	-0.004	0
Si	4.072	6.781	16.301	0.002	-0.001	0.004
Si	1.311	9.492	16.32	-0.015	-0.004	0.002
Si	4.081	12.251	16.294	0.001	-0.002	0.006
Si	6.808	14.973	16.298	0.004	0.001	0.001
Si	9.565	17.697	16.32	0.015	0	0.002
Si	6.804	4.101	16.314	-0.008	0.004	0.004
Si	9.519	6.808	16.311	0	-0.002	-0.004
Si	6.817	9.533	16.287	-0.004	-0.013	-0.004
Si	9.527	12.269	16.292	-0.011	0.021	0
Si	12.241	14.959	16.314	0	-0.009	-0.005
Si	14.956	17.676	16.325	0.017	0.006	-0.004
Si	12.251	4.07	16.353	0.006	-0.004	0.003
Si	14.944	6.785	16.355	0	-0.001	0.011
Si	12.237	9.509	16.295	-0.012	-0.005	-0.002
Si	14.957	12.225	16.309	0.007	-0.007	0.001
Si	2.748	16.275	17.656	-0.006	0.009	-0.005
Si	5.429	2.765	17.671	-0.007	-0.002	0.025
Si	2.701	5.424	17.667	0.037	-0.014	0.003
Si	5.474	8.134	17.611	0.002	-0.001	0.011
Si	2.666	10.904	17.602	-0.008	0.018	0.014
Si	5.441	13.621	17.66	-0.012	-0.002	0.016
Si	8.226	16.299	17.629	-0.004	-0.021	0.019
Si	10.9	2.726	17.74	-0.009	-0.02	0.013
Si	8.176	5.447	17.68	-0.02	0.031	0.014
Si	10.862	8.182	17.662	0.03	-0.005	0.016
Si	8.145	10.942	17.638	0.002	-0.016	0.004
Si	10.912	13.579	17.678	-0.018	0.015	0.027
Si	13.561	16.347	17.675	0.011	-0.009	0
Si	16.336	2.681	17.695	-0.014	-0.004	0.024
Si	13.592	5.425	17.734	0	0.003	0.051
Si	16.297	8.126	17.741	0.017	0.004	0.014
Si	13.614	10.833	17.654	-0.01	0.016	0.001
Si	16.291	13.614	17.658	0.025	-0.019	0.021
Si	1.403	17.606	19.018	-0.004	0.01	-0.015
Si	4.053	4.118	19.07	0.021	-0.023	0.005
Si	1.351	6.729	19.078	-0.029	-0.001	0.003
Si	4.065	9.519	18.849	-0.011	0.005	-0.037
Si	1.322	12.25	19.011	0.024	-0.009	-0.029
Si	4.074	14.924	19.062	-0.026	-0.009	0.001
Si	6.862	17.697	18.905	-0.005	0.003	-0.048
Si	9.533	4.116	19.074	0.007	0.012	0.008
Si	6.827	6.817	19.035	-0.01	-0.002	-0.005
Si	9.519	9.609	18.974	-0.004	0.016	-0.015
Si	6.818	12.31	19.029	0.029	0.008	-0.002
Si	9.582	14.959	19.044	-0.008	0.009	-0.016
Si	12.244	17.67	19.123	-0.003	0.004	0.004
Si	14.982	4.03	19.073	-0.009	0.011	-0.035
Si	12.169	6.805	19.054	0.007	-0.008	-0.031
Si	14.901	9.481	19.086	-0.006	-0.02	0.014
Si	12.276	12.178	19.013	-0.002	-0.012	-0.023
Si	14.904	14.976	18.999	0.001	-0.002	-0.011
Si	16.294	16.288	20.353	0.007	0.029	0.046
Si	2.761	2.626	20.397	0.009	0.024	0.037
Si	16.366	5.329	20.492	0.002	-0.027	0.062
Si	2.765	8.176	20.258	0.005	-0.013	0.04
Si	16.256	10.89	20.376	0.005	0.026	0.021
Si	2.666	13.587	20.445	-0.037	-0.008	0.065
Si	5.558	16.311	20.244	0.011	-0.031	0.054
Si	8.166	2.71	20.339	0.003	-0.026	0.028
Si	5.435	5.504	20.429	-0.02	0.024	0.012
Si	8.143	8.312	20.322	-0.022	0.004	0.028
Si	5.341	10.928	20.197	-0.001	0.02	0.041
Si	8.246	13.594	20.43	0.053	-0.035	0.054
Si	10.899	16.306	20.504	-0.009	-0.033	0.036
Si	13.6	2.71	20.484	0.021	0.02	0.033
Si	10.789	5.52	20.498	0.012	0.034	0.048
Si	13.526	8.114	20.461	-0.023	-0.007	0.039
Si	10.918	10.851	20.403	0.015	-0.012	0.049
Si	13.578	13.583	20.355	-0.014	0.005	0.039
Si	17.319	14.682	21.712	0.175	0.074	-0.754
Si	4.478	17.84	21.592	-0.199	-0.048	-0.738
Si	17.503	3.659	21.789	0.139	0.21	-0.745
Si	4.379	7.241	21.667	-0.127	-0.269	-0.71
Si	1.561	9.688	21.524	-0.219	-0.053	-0.773
Si	3.764	11.883	21.628	0.089	0.318	-0.801
Si	7.136	15.27	21.618	-0.037	-0.142	-0.775
Si	9.293	17.522	21.744	0.263	0.114	-0.709
Si	6.593	3.845	21.631	0.055	0.215	-0.746
Si	9.569	7.174	21.758	-0.003	-0.187	-0.7
Si	6.543	9.525	21.555	0.193	0.027	-0.715
Si	9.84	12.422	21.759	-0.203	-0.077	-0.768
Si	12.048	14.654	21.77	0.084	0.256	-0.728
Si	15.208	17.822	21.748	-0.272	-0.088	-0.708
Si	12.417	4.343	21.728	-0.13	-0.19	-0.808
Si	14.693	6.472	21.68	0.118	0.159	-0.893
Si	11.93	9.248	21.823	0.201	0.09	-0.759
Si	15.099	12.452	21.715	-0.083	-0.227	-0.694
Si	9.63	9.855	31.795	0.051	-0.085	0.31
Si	4.556	6.091	24.362	0.063	-0.007	0.063
Si	13.756	16.059	29.625	-0.05	0.003	-0.157
Si	7.532	13.625	29.54	0.088	0.003	0.011
Si	10.294	19.145	29.339	-0.03	-0.12	-0.025
Si	13.645	10.762	27.026	0.014	0.025	-0.014
Si	13.964	5.367	26.994	-0.052	-0.101	-0.055
Si	9.286	11.919	28.002	0.03	0.075	-0.043
Si	3.512	9.48	31.309	0.048	-0.049	0.077
Si	13.642	15.288	26.75	0.012	0.019	-0.006
Si	12.717	18.683	30.968	-0.086	0.081	0.113
Si	10.203	7.943	29.703	-0.121	-0.08	-0.084
Si	3.351	5.154	29.584	-0.059	0.023	0.02
Si	14.885	3.625	29.395	-0.023	-0.161	-0.034
Si	6.308	16.318	26.237	0.003	0.081	0.015
Si	1.977	14.922	24.571	0.068	0.04	-0.109
Si	14.928	8.038	30.454	-0.048	0.044	0.179
Si	2.135	13.909	29.322	0.082	-0.092	-0.084
Si	8.717	4.915	26.627	-0.021	0.005	0.048
Si	2.881	3.775	24.452	0.059	-0.001	-0.117
Si	16.326	17.201	29.066	0.032	0.075	-0.005
Si	11.18	18.773	23.849	-0.066	0.031	-0.087
Si	7.685	18.575	27.842	0.053	0.029	0.157
Si	10.362	13.489	29.973	0.034	0.043	-0.017
Si	13.397	16.48	23.867	0.04	-0.077	-0.048
Si	16.087	8.357	23.694	-0.068	0.007	-0.18
Si	4.808	11.426	27.071	0.003	-0.047	0.001
Si	2.676	5.733	26.613	0.021	0.053	-0.194
Si	16.051	9.48	28.172	0.057	0.035	0.071
Si	10.079	5.287	31.15	0.037	-0.184	0.112
Si	13.843	10.604	23.905	-0.061	0.012	-0.128
Si	7.615	9.921	26.613	-0.137	0.085	0.006
Si	16.718	5.501	30.848	0.092	0.08	0.043
Si	11.761	13.138	27.46	-0.054	-0.015	0.004
Si	2.396	12.056	31.668	-0.101	0.187	0.107
Si	12.75	7.965	28.221	0.118	0.07	0.076
Si	7.58	5.771	23.831	-0.112	0.035	-0.124
Si	7.925	11.27	23.86	-0.015	0.054	-0.201
Si	4.492	17.425	31.89	-0.088	0.088	0.1
Si	2.752	9.578	28.553	0.042	-0.063	-0.053
Si	3.995	12.726	24.532	-0.035	-0.043	-0.084
Si	7.617	7.378	28.126	0.09	0.006	-0.045
Si	5.589	19.347	29.867	0.002	0.088	-0.002
Si	7.509	11.765	31.821	-0.096	0.12	0.267
Si	16.644	14.999	27.135	0.019	0.06	0.159
Si	5.07	14.38	28.235	-0.055	-0.085	0.069
Si	6.546	14.08	24.425	0.135	-0.022	-0.06
Si	3.949	17.193	24.527	0.081	0.033	-0.05
Si	12.393	14.528	31.791	-0.054	0.156	0.053
Si	16.269	7.054	26.391	-0.049	-0.135	-0.042
Si	18.017	16.29	31.157	0.071	0.2	0.061
Si	7.464	4.234	31.955	0.042	-0.061	0.091
Si	4.747	7.735	29.445	-0.032	0.057	-0.036
Si	11.388	3.74	26.651	0.053	0.069	-0.004
Si	1.331	14.982	5.443	0.007	-0.004	-0.015
Si	4.085	1.368	5.458	0	0.004	0.004
Si	1.344	4.093	5.455	0.001	-0.001	0.007
Si	4.071	6.804	5.498	-0.004	0.005	-0.006
Si	1.32	9.526	5.488	0.003	-0.001	-0.004
Si	4.064	12.273	5.483	-0.013	-0.001	0.005
Si	6.809	14.954	5.454	-0.009	-0.008	-0.012
Si	9.55	1.333	5.428	-0.004	-0.006	0.003
Si	6.856	4.04	5.439	0.01	-0.002	-0.02
Si	9.585	6.763	5.424	-0.002	0.008	-0.024
Si	6.805	9.528	5.492	-0.004	-0.024	-0.001
Si	9.527	12.228	5.451	-0.003	-0.004	0
Si	12.234	14.985	5.414	0.002	0.014	-0.004
Si	14.922	1.394	5.415	-0.003	0.017	0.013
Si	12.294	4.046	5.426	-0.002	-0.017	0
Si	14.95	6.801	5.418	0	0.003	-0.018
Si	12.224	9.489	5.432	0.007	0.001	0.005
Si	14.93	12.278	5.459	-0.006	0	-0.007
Si	2.707	16.331	6.803	-0.004	0.014	0.005
Si	5.467	2.712	6.807	0.011	-0.011	-0.004
Si	2.703	5.44	6.83	-0.002	0.013	-0.002
Si	5.443	8.163	6.837	-0.013	0.011	0.01
Si	2.712	10.884	6.821	0.009	-0.021	-0.006
Si	5.435	13.623	6.827	-0.007	0.004	-0.003
Si	8.184	16.308	6.8	0.023	-0.003	-0.001
Si	10.899	2.711	6.782	-0.003	0.001	0.007
Si	8.193	5.429	6.789	0	-0.013	0
Si	10.893	8.136	6.813	0.013	-0.01	0.001
Si	8.168	10.889	6.831	-0.017	0.013	-0.004
Si	10.887	13.61	6.786	-0.005	-0.003	0.001
Si	13.586	16.339	6.786	-0.004	0.012	-0.001
Si	16.307	2.719	6.795	0	-0.01	0.007
Si	13.618	5.43	6.792	-0.011	-0.011	0.005
Si	16.287	8.152	6.817	0.013	0.016	0.003
Si	13.58	10.876	6.786	0.006	-0.004	0.005
Si	16.31	13.616	6.815	-0.007	-0.005	-0.004
Si	1.35	1.366	8.162	-0.003	-0.007	0
Si	4.088	4.073	8.16	-0.006	-0.002	-0.006
Si	1.346	6.806	8.176	0.009	0.003	0.004
Si	4.077	9.528	8.182	0.007	0.003	0.002
Si	1.348	12.245	8.17	-0.003	0.008	0.001
Si	4.069	14.978	8.172	0.004	-0.005	-0.002
Si	6.821	1.351	8.162	-0.009	0.001	0
Si	9.544	4.073	8.152	0.004	0.004	-0.004
Si	6.818	6.785	8.157	0	0.004	-0.01
Si	9.527	9.508	8.165	-0.013	-0.009	-0.003
Si	6.798	12.251	8.175	0.005	-0.008	0
Si	9.53	14.953	8.165	-0.015	-0.006	0.008
Si	12.237	1.36	8.162	-0.004	-0.014	0.018
Si	14.967	4.081	8.165	0.018	0.014	0.008
Si	12.255	6.781	8.164	-0.004	0.007	0.006
Si	14.937	9.524	8.163	-0.012	-0.02	0
Si	12.237	12.243	8.152	0.004	0.002	-0.005
Si	14.95	14.982	8.157	0.015	0.014	0.005
Si	16.315	16.326	9.524	0.005	0.002	0.003
Si	2.721	2.72	9.519	0.004	-0.008	-0.001
Si	16.319	5.437	9.532	0.001	-0.004	0.004
Si	2.714	8.162	9.529	-0.007	0.004	0.001
Si	16.308	10.878	9.52	0.007	-0.011	-0.005
Si	2.714	13.605	9.524	0.006	0.001	-0.002
Si	5.444	16.327	9.522	-0.009	-0.002	0.002
Si	8.175	2.721	9.515	0.004	0.001	-0.003
Si	5.446	5.436	9.519	0.006	0.005	-0.001
Si	8.165	8.151	9.523	-0.007	0.002	0.007
Si	5.44	10.888	9.531	-0.004	-0.001	0.003
Si	8.164	13.605	9.528	0.003	0.003	0
Si	10.884	16.32	9.522	0.003	0.004	-0.003
Si	13.6	2.72	9.519	-0.006	-0.003	-0.004
Si	10.89	5.431	9.523	-0.006	0.001	0.002
Si	13.597	8.154	9.525	0.005	0.007	0.001
Si	10.882	10.88	9.516	-0.002	0.001	0.001
Si	13.599	13.605	9.512	-0.001	-0.008	-0.003
Si	1.355	14.962	10.882	-0.001	-0.005	0.001
Si	4.083	1.364	10.88	0.006	0.001	-0.002
Si	1.363	4.078	10.884	0.003	0.012	0
Si	4.079	6.795	10.879	-0.001	0.01	0
Si	1.35	9.519	10.882	0.01	-0.002	0.003
Si	4.076	12.247	10.884	0.001	-0.004	0.005
Si	6.802	14.967	10.881	-0.002	-0.002	0.004
Si	9.529	1.365	10.88	-0.006	-0.009	0.004
Si	6.81	4.079	10.877	-0.008	-0.009	-0.002
Si	9.528	6.794	10.881	0.005	-0.001	-0.003
Si	6.8	9.517	10.878	-0.005	0.003	-0.002
Si	9.523	12.24	10.878	-0.016	-0.005	0
Si	12.244	14.961	10.879	-0.008	0.004	0.001
Si	14.96	1.366	10.883	0.01	-0.003	-0.001
Si	12.245	4.074	10.885	0.003	0.003	0.001
Si	14.957	6.797	10.886	0.002	0.005	0
Si	12.237	9.517	10.878	0.001	-0.007	-0.004
Si	14.954	12.242	10.877	0.004	0	0.002
Si	2.718	16.324	12.235	0.006	-0.001	-0.005
Si	5.448	2.722	12.236	-0.005	0	0.003
Si	2.719	5.436	12.245	0	-0.01	0.002
Si	5.434	8.161	12.237	0.001	-0.002	-0.003
Si	2.714	10.879	12.235	-0.003	0.002	-0.003
Si	5.44	13.608	12.238	0.002	0.001	0.001
Si	8.164	16.331	12.234	-0.004	0.007	-0.003
Si	10.886	2.719	12.248	-0.004	-0.004	-0.002
Si	8.167	5.438	12.242	-0.002	0.007	0.001
Si	10.888	8.152	12.241	-0.008	0.016	0.005
Si	8.163	10.878	12.231	-0.003	-0.009	0.001
Si	10.88	13.605	12.236	0.01	-0.009	0.003
Si	13.606	16.319	12.239	0.006	0.004	-0.004
Si	16.318	2.724	12.245	0.007	-0.006	-0.001
Si	13.6	5.435	12.244	0	0.002	0
Si	16.317	8.153	12.244	0.002	0.002	0
Si	13.594	10.879	12.234	-0.003	-0.008	-0.004
Si	16.318	13.595	12.24	0	0.004	0.003
Si	1.355	17.677	13.597	-0.002	0.006	0
Si	4.081	4.07	13.596	0.014	-0.002	-0.001
Si	1.351	6.789	13.608	-0.002	0.013	0.002
Si	4.066	9.515	13.598	0.001	0.004	0.004
Si	1.356	12.23	13.598	0.018	-0.019	0.002
Si	4.084	14.975	13.595	-0.009	0.002	0.004
Si	6.814	17.693	13.599	-0.009	-0.005	0
Si	9.528	4.082	13.609	0.006	-0.005	0.001
Si	6.8	6.805	13.59	-0.011	0.008	-0.003
Si	9.529	9.521	13.586	-0.004	-0.008	-0.005
Si	6.801	12.24	13.585	0.004	-0.003	-0.001
Si	9.523	14.974	13.589	-0.02	0.015	-0.003
Si	12.255	17.682	13.6	0.003	-0.012	-0.008
Si	14.96	4.083	13.609	-0.006	0.005	-0.008
Si	12.241	6.787	13.607	0.013	-0.009	-0.008
Si	14.946	9.509	13.592	0.003	0.004	-0.008
Si	12.24	12.243	13.593	-0.011	0.006	0.003
Si	14.961	14.955	13.599	0.011	-0.01	-0.001
Si	16.315	16.319	14.958	-0.002	-0.005	-0.005
Si	2.717	2.709	14.957	-0.002	-0.005	-0.001
Si	16.31	5.435	14.981	0.001	-0.009	-0.003
Si	2.704	8.153	14.963	0.005	0.003	0.002
Si	16.303	10.864	14.946	0.006	0.001	-0.001
Si	2.721	13.605	14.938	-0.006	-0.001	-0.001
Si	5.449	16.34	14.951	0.01	0.011	0.002
Si	8.173	2.726	14.973	-0.01	-0.006	0.001
Si	5.441	5.438	14.941	-0.002	0.003	-0.002
Si	8.171	8.164	14.939	-0.004	0.007	0
Si	5.436	10.881	14.94	-0.006	-0.007	0.002
Si	8.159	13.611	14.934	-0.002	-0.004	0
Si	10.895	16.325	14.95	-0.004	0.001	-0.002
Si	13.604	2.724	14.97	0.01	-0.004	-0.001
Si	10.89	5.43	14.98	-0.003	0.014	0
Si	13.603	8.141	14.962	-0.006	0.013	0
Si	10.88	10.884	14.948	0.005	-0.008	-0.001
Si	13.6	13.596	14.958	0.003	0.009	-0.005
O	13.08	6.646	27.374	-0.547	-0.095	-0.343
O	3.332	5.225	27.978	0.174	-0.123	-0.21
O	16.223	13.549	22.183	0.079	0.041	0.425
O	3.785	6.792	23.119	-0.428	0.287	0.204
O	17.306	8.89	22.807	0.32	-0.077	0.048
O	9.983	4.322	29.861	-0.274	0.176	-0.283
O	10.505	9.232	30.61	0.616	0.211	-0.29
O	9.837	18.241	23.112	-0.154	0.077	0.472
O	7.298	4.434	22.971	0.162	-0.484	0.106
O	2.842	8.334	0.028	0.034	0.062	-0.274
O	10.93	13.55	22.251	-0.106	-0.053	0.517
O	12.83	15.162	23.114	0.07	-0.513	0.481
O	16.333	18.914	22.22	0.047	0.129	0.179
O	13.419	13.805	32.769	0.209	0.111	-0.101
O	17.068	14.958	25.589	-0.525	-0.102	-0.263
O	10.042	11.972	29.453	-0.029	-0.417	0.51
O	5.504	8.367	22.061	0.102	0.052	0.238
O	17.467	11.245	32.356	0.014	-0.509	-0.369
O	14.763	4.712	28.228	0.324	0.063	-0.086
O	5.506	2.703	22.074	-0.019	-0.026	0.466
O	17.214	16.111	32.536	0.099	-0.498	-0.143
O	5.314	17.957	30.624	0.344	-0.303	-0.326
O	6.457	10.916	32.705	0.094	-0.378	-0.469
O	10.591	10.79	32.713	-0.028	0.477	-0.377
O	4.617	6.7	33.488	0.156	-0.148	-0.534
O	15.345	7.108	23.014	0.173	-0.134	0.498
O	7.984	5.875	27.69	-0.264	-0.108	0.395
O	11.145	13.582	31.373	-0.155	-0.511	0.204
O	8.749	10.463	27.636	0.171	-0.205	0.076
O	6.157	7.427	28.78	0.048	-0.302	0.211
O	15.931	6.777	30.243	0.203	0.178	-0.361
O	8.389	5.382	25.141	0.3	-0.093	0.017
O	5.199	12.9	27.593	0.121	-0.099	0.088
O	3.656	8.233	28.322	0.047	-0.278	-0.614
O	17.454	17.484	30.199	0.277	0.7	-0.012
O	11.808	15.851	32.533	0.123	-0.064	-0.396
O	8.438	12.742	32.737	0.334	-0.135	-0.327
O	7.296	12.653	24.416	-0.081	0.102	0.039
O	9.994	17.543	33.447	-0.021	0.178	-0.164
O	3.939	18.654	32.78	-0.083	0.398	-0.171
O	4.327	4.487	24.215	0.271	-0.435	0.034
O	13.152	18.98	32.512	-0.032	0.169	0.117
O	7.987	12.89	28.152	-0.251	0.125	-0.598
O	2.131	12.491	30.124	0.028	-0.39	-0.214
O	11.302	14.026	28.755	0.139	0.516	-0.006
O	15.613	8.083	27.455	-0.404	-0.051	-0.012
O	7.611	8.321	26.809	-0.133	-0.161	-0.537
O	15.362	16.035	29.647	0.297	-0.544	0.295
O	12.832	11.951	27.773	0.081	-0.013	0.633
O	6.331	14.643	29.23	0.139	0.642	0.213
O	4.066	17.012	22.926	-0.158	-0.627	0.133
O	11.239	19.184	28.013	0.23	-0.184	0.1
O	7.169	15.191	25.423	0.617	-0.158	-0.051
O	14.354	11.886	23.055	-0.229	0.436	0.099
O	3.712	10.794	28.081	0.004	0.295	0.171
O	3.808	6.536	25.74	-0.052	0.377	0.37
O	3.091	15.958	25.094	-0.048	0.038	0.276
O	4.852	8.875	30.611	0.483	0.252	0.073
O	15.069	14.604	27.111	0.153	-0.678	0.043
O	15.493	18.562	28.789	0.116	-0.094	-0.249
O	6.432	14.635	22.924	-0.309	-0.238	0.15
O	4.17	3.798	29.895	-0.097	-0.357	0.263
O	11.116	4.839	32.338	0.398	-0.289	-0.093
O	14.581	8.182	32.046	0.266	0.136	-0.331
O	1.517	15.371	23.09	0.093	0.665	0.1
O	6.149	10.523	26.959	-0.09	-0.315	-0.073
O	7.018	10.441	22.813	0.019	-0.039	0.019
O	8.573	5.384	31.75	-0.289	0.39	0.29
O	12.552	9.95	23.164	-0.05	0.183	0.296
O	8.663	7.879	29.241	-0.295	0.133	0.07
O	3.005	8.56	32.54	-0.53	-0.044	-0.209
O	15.304	17.611	33.387	0.042	0.143	-0.429
O	10.941	19.144	25.393	-0.507	-0.157	0.319
O	11.14	18.526	30.589	-0.389	-0.365	0.254
O	5.413	17.225	25.223	0.164	0.42	-0.019
O	13.366	17.303	30.53	0.236	-0.161	0.154
O	12.712	9.463	33.382	-0.132	0.175	-0.413
O	16.703	7.856	25.075	0.354	0.188	0.062
O	15.683	9.311	29.755	0.005	0.343	0.178
O	10.751	8.194	22.304	-0.045	-0.108	0.27
O	4.442	12.265	23.053	0.328	-0.207	0.066
O	10.591	6.7	30.639	0.544	0.007	0.398
O	1.933	4.063	23.174	0.062	0.394	0.155
O	17.628	9.689	27.847	-0.017	0.048	-0.267
O	2.533	13.398	24.519	-0.386	-0.35	-0.032
O	2.634	10.787	22.066	0.086	-0.116	0.411
O	3.662	11.027	31.745	0.62	0.193	0.239
O	7.219	14.831	33.633	-0.162	0.214	-0.397
O	17.807	14.931	30.358	-0.369	-0.2	0.04
O	8.927	14.269	30.104	0.078	0.504	0.131
O	4.113	11.526	25.604	-0.107	-0.501	-0.374
O	8.465	10.705	31.116	-0.06	-0.02	-0.781
O	8.832	8.725	32.661	-0.292	-0.158	-0.261
O	13.566	5.407	22.205	-0.138	0.174	0.325
O	15.031	9.531	23.939	0.018	0.088	0.264
O	8.883	18.403	28.96	0.103	-0.591	0.447
O	15.2	10.703	27.518	0.261	0.617	0.115
O	16.747	5.75	32.446	-0.301	0.473	-0.087
O	6.229	19.005	28.426	-0.317	-0.025	-0.25
O	15.877	4.157	30.546	0.025	-0.435	0.451
O	17.658	6.531	27.018	-0.139	-0.061	0.501
O	2.187	4.468	25.729	-0.665	-0.069	0.37
O	3.121	18.55	24.783	-0.144	-0.031	0.324
O	13.528	7.871	29.647	-0.341	-0.317	0.302
O	13.754	16.188	25.413	0.123	0.146	0.124
O	8.187	3.406	26.829	-0.066	-0.005	-0.181
O	3.63	14.411	28.961	0.046	0.007	0.262
O	12.267	17.605	23.758	-0.047	-0.094	-0.124
O	15.418	12.287	33.483	0.072	-0.031	-0.599
O	9.302	11.659	23.103	0.338	-0.195	0.51
O	12.909	4.272	26.41	0.246	-0.182	-0.159
O	5.043	13.87	24.951	-0.221	0.379	0.459
O	8.188	19.245	32.581	-0.247	-0.302	-0.249
O	14.703	17.044	23.095	0.217	-0.266	0.48
O	13.208	14.794	30.433	0.298	-0.286	-0.412
O	10.33	4.964	26.792	0.085	0.403	-0.087
O	13.248	16.151	28.081	-0.197	0.382	-0.112
O	2.392	9.529	30.138	-0.472	-0.16	0.243
O	10.375	12.464	26.906	0.006	-0.187	-0.463
O	2.761	13.377	32.564	-0.094	0.412	-0.41
O	8.563	6.743	22.98	-0.074	0.05	0.105
O	1.982	20.271	33.448	0.206	0.03	-0.219
O	7.406	17.204	27.03	0.579	-0.087	-0.15
O	15.17	5.904	26.034	0.154	-0.304	-0.611
O	6.303	4.76	32.915	-0.123	-0.376	-0.093
O	10.089	6.764	33.722	0.039	0.193	-0.268
O	8.111	10.298	25.127	0.161	-0.412	0.104
O	11.731	3.763	23.084	-0.232	0.167	0.421
O	3.252	16.519	31.447	0.117	-0.174	-0.314
O	5.217	15.601	27.197	-0.316	0.43	-0.077
O	13.032	9.32	27.399	-0.105	-0.047	-0.289
O	12.496	14.177	26.465	-0.128	-0.049	-0.657
O	5.523	16.534	32.722	0.243	-0.143	-0.649
O	11.154	7.961	28.423	-0.158	-0.109	-0.397
O	16.896	16.521	27.702	0.454	0.524	-0.349
O	6.861	12.622	30.626	-0.53	0.017	-0.004
O	13.403	19.809	30.031	-0.358	0.389	-0.076
O	13.509	11.02	25.426	-0.15	0.16	-0.049
O	8.187	16.397	22.183	-0.064	-0.09	0.62
O	6.761	3.881	30.567	0.364	0.053	-0.148
O	1.874	5.256	30.227	0.055	0.079	0.153
O	6.145	6.418	24.269	0.118	0.531	0.105
O	17.518	13.92	27.993	-0.069	-0.358	-0.274
O	4.202	6.398	30.159	0.134	-0.209	0.53

Results
total energy: -101654.470 eV
total energy less fixed offsets of O -438.35, Si -107.03 eV per atom: -1.270 eV
